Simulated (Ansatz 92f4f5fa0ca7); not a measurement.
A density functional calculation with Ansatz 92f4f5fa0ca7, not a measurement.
Periodic cell of 213 atoms, Si132O80H1, from a study of silicon, its oxide and their interface. The atomic structure is a simulated model.

Settings
functional: PBE
potential files: Ansatz PAW
basis: plane waves
wave-function cutoff: 700 eV
density cutoff ratio: 5
exchange-correlation grid ratio: 1
k mesh: 2 x 2 x 1, shifted by 0.5 0.5 0.5 of a step
self-consistency stop: 5e-08 eV per atom in the density residual
occupations: fixed
spin: none
net charge: +1 e, with a uniform compensating background and no finite-size correction

Cell vectors (angstrom)
a, 10.938, 0, 0
b, 0, 10.938, 0
c, 0, 0, 31.1881

Atoms and the computed forces on them: element, x, y, z (angstrom), force x, y, z (eV/angstrom)
Si, -0.4839, 0.2943, 23.827, -0.0601, 0.0055, -0.0567
Si, 6.1561, -0.4395, 23.5961, 0.0428, -0.0072, -0.069
Si, 2.2506, 3.2439, 23.896, -0.0594, 0.0587, -0.0572
Si, 8.819, 2.1556, 23.9267, 0.0505, -0.0296, -0.0613
Si, 0.4396, 4.8578, 24.0113, 0.0353, -0.074, -0.0587
Si, 5.0999, 5.9918, 23.6625, -0.0374, 0.0278, -0.0603
Si, 3.3272, 7.7187, 23.7844, 0.0247, -0.0251, -0.0502
Si, 7.9163, 8.74, 23.7887, 0.0133, 0.0327, -0.0546
Si, 1.3763, 1.3083, 24.9461, -0.0208, 0.0186, 0.0273
Si, 6.9139, 1.3016, 25.0202, 0.0178, -0.0123, 0.0072
Si, 4.1509, 4.1728, 24.948, 0.0048, 0.0105, -0.0009
Si, 9.6019, 3.9785, 25.1961, -0.0167, 0.0008, 0.0042
Si, 1.4508, 6.7955, 24.9826, 0.001, -0.0195, 0.0103
Si, 6.8797, 6.9007, 24.938, -0.017, 0.0183, 0.015
Si, 4.2862, 9.567, 24.8954, 0.0054, -0.0032, 0.0045
Si, 9.5408, 9.6137, 25.2393, -0.01, 0.0006, -0.0362
Si, 2.8037, -0.0467, 26.2972, -0.0105, 0.0149, 0.0607
Si, 8.1749, 0.0224, 26.5269, -0.0118, 0.007, -0.0522
Si, 0.0775, 2.634, 26.475, 0.0045, -0.0145, -0.0285
Si, 5.4882, 2.7282, 26.319, -0.0235, 0.0203, 0.0703
Si, 2.7704, 5.4504, 26.422, 0.0136, 0.0096, -0.0194
Si, 8.1914, 5.4753, 26.3631, -0.0013, -0.0005, 0.0459
Si, 0.0504, 8.16, 26.3796, 0.0418, -0.0386, 0.0669
Si, 5.5215, 8.2008, 26.4012, -0.0071, 0.0021, -0.0393
Si, 4.1018, 1.3673, 27.7698, 0.0493, -0.0096, -0.6487
Si, 9.5708, 1.3673, 27.7698, 0.1319, 0.0154, 0.8608
Si, 1.3673, 4.1018, 27.7698, 0.3117, -0.1675, 0.2486
Si, 6.8362, 4.1018, 27.7698, -0.1018, -0.0038, -0.4035
Si, 4.1018, 6.8362, 27.7698, 0.148, 0.1447, 0.0533
Si, 9.5708, 6.8362, 27.7698, 0.0814, -0.1119, -0.2974
Si, 1.3673, 9.5708, 27.7698, 0.3533, -0.0497, -0.4802
Si, 6.8362, 9.5708, 27.7698, -0.2064, -0.1849, 0.6849
Si, 0, 0, 29.1371, -0.1031, 0.045, 0.0084
Si, 5.469, 0, 29.1371, -0.0135, -0.0732, 0.0049
Si, 2.7345, 2.7345, 29.1371, -0.0135, 0.086, 0.0027
Si, 8.2035, 2.7345, 29.1371, 0.1213, 0.047, 0.0002
Si, 0, 5.469, 29.1371, -0.0816, -0.0347, -0.0327
Si, 5.469, 5.469, 29.1371, -0.0264, 0.0129, -0.02
Si, 2.7345, 8.2035, 29.1371, 0.0518, 0.0798, -0.0151
Si, 8.2035, 8.2035, 29.1371, -0.0254, 0.0779, -0.0007
Si, 1.3673, 1.3673, 30.5043, 0.0226, -0.0513, 0.0009
Si, 6.8362, 1.3673, 30.5043, -0.0091, 0.0338, -0.025
Si, 4.1018, 4.1018, 30.5043, 0.043, -0.0332, 0.013
Si, 9.5708, 4.1018, 30.5043, -0.0159, 0.0119, 0.0071
Si, 1.3673, 6.8362, 30.5043, 0.0052, -0.0095, -0.0201
Si, 6.8362, 6.8362, 30.5043, 0.0591, -0.0499, -0.0021
Si, 4.1018, 9.5708, 30.5043, -0.0483, -0.0002, 0.0004
Si, 9.5708, 9.5708, 30.5043, 0.0809, -0.0942, 0.0088
Si, 2.7345, 0, 0.6835, 0.0426, -0.0036, 0.0116
Si, 8.2035, 0, 0.6835, -0.0645, 0.0614, -0.0078
Si, 0, 2.7345, 0.6835, -0.0469, 0.0171, -0.0095
Si, 5.469, 2.7345, 0.6835, 0.0284, -0.0296, 0.0025
Si, 2.7345, 5.469, 0.6835, -0.031, 0.0176, 0.004
Si, 8.2035, 5.469, 0.6835, 0.0246, 0.0174, 0.0167
Si, 0, 8.2035, 0.6835, -0.0116, 0.0027, 0.0062
Si, 5.469, 8.2035, 0.6835, -0.0822, 0.1152, -0.0218
Si, 4.1018, 1.3673, 2.0507, -0.005, 0.0195, 0.0055
Si, 9.5708, 1.3673, 2.0507, 0.1036, 0.0143, -0.0038
Si, 1.3673, 4.1018, 2.0507, -0.0067, -0.0051, 0.0281
Si, 6.8362, 4.1018, 2.0507, -0.0199, -0.0002, 0.0308
Si, 4.1018, 6.8362, 2.0507, 0.0667, -0.0306, -0.0137
Si, 9.5708, 6.8362, 2.0507, -0.0164, 0.0007, 0.0346
Si, 1.3673, 9.5708, 2.0507, -0.113, -0.104, 0.0256
Si, 6.8362, 9.5708, 2.0507, 0.0787, -0.1162, -0.0379
Si, 0, 0, 3.418, -0.1033, 0.123, -0.3379
Si, 5.469, 0, 3.418, -0.1423, 0.2679, 0.6023
Si, 2.7345, 2.7345, 3.418, 0.1964, -0.1466, -0.1592
Si, 8.2035, 2.7345, 3.418, -0.0087, -0.0307, 0.5382
Si, 0, 5.469, 3.418, 0.0003, -0.0636, 0.2118
Si, 5.469, 5.469, 3.418, -0.259, -0.0209, -0.4401
Si, 2.7345, 8.2035, 3.418, -0.1246, -0.051, 0.4787
Si, 8.2035, 8.2035, 3.418, -0.2857, 0.2441, -0.8651
Si, 1.379, 1.3469, 4.7626, 0.0145, 0.0026, 0.0365
Si, 6.7972, 1.4309, 4.878, -0.0004, -0.0037, -0.0767
Si, 4.0835, 4.1301, 4.773, -0.0002, -0.0062, 0.0379
Si, 9.5989, 4.0987, 4.8345, 0.0013, -0.001, -0.0403
Si, 1.3526, 6.8, 4.8386, 0.0108, -0.007, -0.0372
Si, 6.7847, 6.897, 4.6933, -0.0112, 0.0068, 0.0363
Si, 4.0413, 9.6117, 4.8409, -0.0083, 0.0138, -0.0946
Si, 9.4519, 9.6519, 4.7037, -0.0038, 0.0117, 0.0382
Si, 2.6772, 0.0317, 6.2754, -0.0362, -0.0048, -0.0034
Si, 8.126, -0.0067, 6.234, 0.0236, -0.0146, -0.0075
Si, 0.0593, 2.6815, 6.1875, 0.018, 0.0216, -0.0017
Si, 5.4858, 2.9158, 6.2553, 0.0074, 0.0167, 0.0111
Si, 2.6575, 5.3335, 6.2449, 0.0038, -0.0274, -0.0149
Si, 8.1767, 5.5796, 6.0554, 0.0112, -0.0016, -0.0193
Si, -0.1101, 8.2791, 5.9992, -0.023, -0.0359, -0.0053
Si, 5.3777, 8.1592, 6.1177, 0.0025, -0.002, 0.016
Si, 3.7643, 1.8137, 7.4365, -0.0032, 0.0112, 0.0545
Si, 10.0181, 0.8984, 7.3524, 0.0505, -0.0155, 0.0553
Si, 1.8429, 3.4487, 7.5886, 0.014, -0.034, 0.0527
Si, 6.3835, 4.9461, 7.4, -0.0162, 0.0709, 0.0575
Si, 4.4223, 6.3765, 7.3592, 0.0299, -0.0132, 0.0672
Si, 8.9073, 7.5322, 7.1669, -0.0463, 0.053, 0.0064
Si, 0.6938, 10.0257, 7.3021, -0.0671, -0.0001, 0.0535
Si, 7.0745, 9.1187, 7.4158, 0.0267, -0.0402, 0.0461
O, 0.52, 9.2243, 8.8, -0.0007, 0.011, 0.0171
O, 1.2139, 3.6629, 9.1479, 0.0164, 0.0046, -0.011
O, 9.7723, 1.3114, 8.9656, -0.0222, -0.0188, -0.0028
O, 6.5859, 9.1835, 9.0148, -0.0023, 0.0083, 0.0051
O, 4.5332, 1.2157, 8.7912, -0.0018, 0.0135, -0.0042
O, 3.8671, 6.6929, 8.8958, 0.0106, 0.0014, 0.0031
O, 7.0456, 5.4633, 8.8952, 0.0193, -0.0225, 0.0178
O, 9.1772, 7.3657, 9.0096, -0.0065, -0.0139, 0.0073
O, 2.2883, 3.2193, 22.2016, -0.0139, 0.0086, -0.0063
O, 6.0222, 11.0714, 22.0201, 0.0025, -0.0091, 0.0176
O, 8.4574, 2.6695, 22.4035, 0.008, -0.0069, 0.0084
O, 0.0309, 4.6679, 22.3736, 0.018, 0.0094, -0.0171
O, 8.7385, 8.4554, 22.3522, -0.0038, 0.0249, 0.019
O, 2.8969, 8.1839, 22.2394, -0.0163, -0.018, 0.0054
O, 5.6508, 5.6922, 22.1108, -0.0054, 0.0035, 0.0071
O, 10.5945, 10.4357, 22.3463, -0.0083, -0.0163, 0.0121
Si, 1.3619, 4.3577, 21.4441, -0.0006, 0.0077, 0.0224
Si, 1.5253, 3.7225, 15.7217, 0.001, 0.0008, 0.0012
Si, 8.7418, 0.6121, 10.02, -0.0005, 0.0013, -0.0047
Si, 6.2193, 0.8283, 20.5496, 0.0008, 0.0074, -0.0184
Si, 0.3548, 13.3848, 19.3725, 0.0056, 0.0008, 0.0061
Si, 4.0732, 6.803, 10.5085, -0.0105, 0.0014, -0.0034
Si, 10.0992, 9.0384, 21.6237, 0.0192, -0.0055, -0.0088
Si, 3.6545, 7.5779, 19.0287, -0.0055, -0.001, 0.0016
Si, 8.6344, 5.4525, 19.4278, 0.0034, 0.0003, 0.0004
Si, 5.1107, 14.0875, 19.0826, -0.0046, 0.0021, -0.0005
Si, 0.2218, 10.6342, 14.6649, 0.0044, 0.0025, 0.0038
Si, 6.0144, 9.3145, 10.5571, 0.0049, 0.0036, 0.0037
Si, -2.4435, 1.9079, 12.9703, -0.0027, 0.0009, 0.0031
Si, 4.8358, 10.2619, 18.1417, -0.0044, -0.001, -0.0041
Si, 8.3107, 0.1538, 15.3956, 0.0011, 0.0002, 0.0041
Si, 6.1913, 3.6377, 13.9897, -0.0013, -0.0015, 0.0042
Si, 12.7742, 7.3868, 21.2813, -0.0058, -0.0192, 0.0057
Si, -3.7368, 8.7036, 16.7349, -0.0011, -0.001, 0.0021
Si, 0.5668, 2.3234, 13.2608, 0.0049, -0.0021, 0.0032
Si, 5.9544, 6.6229, 14.8537, -0.0031, 0.0011, 0.0037
Si, 3.1883, 6.3781, 16.2911, 0.0052, -0.0015, 0.0021
Si, 7.0212, 13.4167, 16.5684, 0.0002, -0.0022, 0
Si, 1.5181, 3.723, 10.7687, -0.0031, -0.0016, 0.0125
Si, 8.2789, 5.9935, 9.8129, -0.0124, -0.0225, 0.0053
Si, 1.0904, 6.75, 11.5968, 0.0006, 0.0018, 0.0066
Si, 7.523, 7.6493, 12.4134, -0.0032, 0.002, 0.0065
Si, 8.816, 2.5004, 20.8366, 0.0084, 0.0039, 0.0005
Si, 2.784, 12.7061, 17.7978, -0.0056, -0.0031, 0.0035
Si, 5.7057, 5.8949, 20.4897, 0.0008, 0.0013, -0.0048
Si, 5.677, 1.2337, 9.9543, 0.0126, -0.0072, 0.0014
Si, 4.6211, 3.8374, 11.4312, -0.0039, -0.0062, 0.0112
Si, -0.5437, 7.9519, 13.7811, 0.0001, 0.0002, 0.005
Si, -0.7025, 8.6728, 9.7156, 0.016, 0.0198, -0.0071
Si, -1.2606, 3.8335, 17.0975, 0.0009, 0.0018, 0.0002
Si, 0.6377, 8.3304, 16.3702, -0.0009, 0.0013, 0.0071
Si, -1.3315, 8.2135, 18.8361, 0.0041, 0.0004, 0.0026
O, 4.856, 3.6707, 13.0375, 0.0171, 0.0032, -0.0189
O, 9.238, -1.0123, 10.0617, 0.0141, 0.0024, -0.0073
O, 1.9852, 7.4551, 16.2542, -0.0078, -0.0101, -0.0047
O, 1.4078, 3.4323, 14.1107, -0.0151, -0.0201, 0.0061
O, 8.2067, 8.4689, 18.0067, 0.0086, 0.0009, -0.0108
O, 5.0894, 4.6156, 19.7278, 0.0073, 0.0063, 0.0107
O, 0.928, 5.1672, 11.2561, 0.0106, -0.0035, -0.0032
O, 2.145, 5.7871, 21.4874, -0.0059, 0.0016, -0.0174
O, 0.0362, 4.2499, 16.1954, 0.0096, -0.0097, -0.0022
O, 4.8198, 5.4289, 11.0375, 0.0034, 0.0191, -0.0154
O, -1.2959, 6.7439, 19.5953, 0.0028, 0.0278, -0.0114
O, 6.2915, 7.3884, 13.4405, 0.0174, -0.0008, 0.0057
O, 3.6762, 3.0096, 18.3478, 0.0073, -0.0239, 0.0002
O, 5.851, 9.5649, 17.0681, 0.0128, -0.012, 0.003
O, 8.9428, 7.5799, 13.1776, -0.0007, 0.0087, 0.0015
O, 5.5771, 2.7077, 10.683, -0.0169, -0.0099, -0.0031
O, 11.2857, 7.8991, 21.7058, -0.0037, 0.0276, -0.0077
O, 6.3249, 13.8634, 17.9759, -0.0158, -0.0058, -0.0032
O, -3.7347, 9.0675, 11.6612, -0.0116, -0.0198, -0.0169
O, 0.833, 2.5332, 11.6516, -0.0035, 0.018, 0.0123
O, 7.4753, 11.8442, 16.5874, 0.0067, 0.0118, -0.0257
O, -0.6696, 2.7155, 18.1298, 0.009, 0.0106, -0.0041
O, 5.991, 2.6837, 15.3026, 0.0256, 0.0084, 0.0024
O, 10.3243, 1.8823, 20.5703, -0.0207, 0.0272, -0.0111
O, 4.8248, 7.2112, 20.1055, -0.0032, -0.0148, -0.0147
O, 5.3852, -0.1284, 10.8376, 0.0057, -0.0127, -0.0112
O, 5.2327, 2.1162, 20.3455, 0.0173, -0.0056, -0.0193
O, 9.9262, 11.3, 15.5179, -0.009, -0.0202, -0.0184
O, -3.0334, 11.6477, 13.9118, 0.014, 0.0153, 0.0089
O, 3.8004, 6.5054, 17.7998, -0.0104, 0.0174, -0.0058
O, 9.3561, 4.8186, 10.0566, 0.0134, 0.0265, -0.0365
O, 7.6773, 6.5367, 11.1977, 0.0073, 0.0063, -0.0205
O, 1.0048, 14.8012, 19.9316, -0.009, -0.0264, 0.0099
O, 3.8509, 11.4676, 17.567, 0.0023, 0.0055, 0.0126
O, -2.971, 9.5107, 15.5302, -0.0045, 0.0101, 0.0165
O, 2.1652, 7.598, 19.7063, 0.0142, -0.003, 0.0169
O, 7.4129, 3.1287, 13.0151, -0.0073, -0.0099, 0.0228
O, 8.4326, 3.2419, 16.218, -0.0076, -0.0077, 0.002
O, -1.9888, 16.0133, 17.8645, 0.0115, -0.021, 0.0026
O, 0.6744, 7.0456, 13.1386, -0.0113, 0.0051, -0.0076
O, 8.7639, 4.0324, 20.2382, 0.0038, -0.007, 0.0006
O, 7.2037, 6.0838, 19.881, -0.0142, 0.0003, 0.0054
O, -4.1659, 7.2568, 16.1121, -0.0107, 0.0151, -0.0171
O, 3.1063, 3.5049, 10.9791, -0.0012, 0.0074, 0.0019
O, 2.6231, 4.8859, 15.984, -0.0123, 0.0027, 0.0045
O, 4.3503, 6.6883, 15.1723, 0.0139, -0.0047, 0.0167
O, 10.9372, 7.7285, 10.8168, 0.0093, -0.0086, -0.0016
O, 11.9498, 11.7779, 13.8085, -0.0264, 0.0185, 0.0053
O, 5.7849, 10.7061, 19.3914, -0.0093, 0.0087, 0.0099
O, -0.041, 8.3893, 17.8409, -0.0186, -0.0018, -0.0085
O, 2.6337, 7.101, 11.2311, -0.0064, -0.0111, -0.0091
O, -0.2936, -1.3835, 13.5285, 0.0119, -0.0177, 0.03
O, 2.0327, 24.2067, 16.4448, -0.0053, 0.016, 0.0016
O, 7.7421, 1.3923, 20.2713, -0.0171, -0.0027, 0.0107
O, 1.5729, 12.3915, 18.8872, 0.001, 0.0346, -0.0187
O, -4.4515, 5.1083, 14.6072, -0.0126, -0.0046, -0.0075
O, -3.7062, 0.9691, 9.427, -0.0076, 0.012, 0.0199
O, 9.7566, 9.3139, 20.0446, 0.0011, -0.0249, 0.0129
O, -6.007, 8.1405, 10.8167, 0.0109, 0.001, -0.0074
O, 1.0854, 9.8134, 15.7869, -0.0252, -0.0142, -0.0135
O, -1.0331, 2.5154, 13.4983, 0.0038, -0.0073, -0.0126
O, 3.7862, 9.1158, 18.5627, 0.026, -0.0047, -0.0021
O, -0.4992, 7.6703, 15.3817, 0.0204, 0.0281, -0.0168
O, 8.7798, 1.2582, 11.4964, 0, -0.0024, -0.0089
H, 10.0853, 4.6162, 9.4485, -0.0415, 0.0016, 0.0248

Results
free energy: -129445.085 eV
free energy less fixed offsets of H -17.10, O -569.03, Si -635.61 eV per atom: -5.065 eV

The program warned: the cutoff lies below the one the program advises for these potential files; the exchange-correlation potential is rough where the density is thin.
